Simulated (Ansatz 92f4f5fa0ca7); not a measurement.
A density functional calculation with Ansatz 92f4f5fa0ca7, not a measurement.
Periodic cell of 222 atoms, Si131O89As2, from a study of silicon, its oxide and their interface. The atomic structure is a simulated model.
Doubt: the cutoff is far below the 930 eV that the study's wrapper takes by default for these files, so forces and energies are approximate.
This geometry differs little from another in the collection (a relaxation step or a small displacement).

Settings
functional: PBE
potential files: Ansatz PAW
basis: plane waves
wave-function cutoff: 580 eV
density cutoff ratio: 5
exchange-correlation grid ratio: 1
k mesh: 1 x 1 x 1, Gamma-centred
self-consistency stop: 5e-08 eV per atom in the density residual
occupations: fixed
spin: none
net charge: 0

Cell vectors (angstrom)
a	10.938	0	0
b	0	10.938	0
c	0	0	32.1988

Atoms and the computed forces on them: element, x, y, z (angstrom), force x, y, z (eV/angstrom)
Si	10.6143	0.243	24.8542	0.0088	0.0066	-0.011
Si	5.9022	10.6017	24.6209	0.0018	-0.0063	-0.0246
As	2.4212	2.9095	24.3245	-0.0209	0.0221	-0.0053
Si	8.4394	2.4893	24.8088	0.0064	0.0118	0.0045
As	0.4523	5.0476	24.8711	0.0263	-0.0316	0.0662
Si	5.1233	5.7085	24.6861	-0.0028	-0.0027	0.0027
Si	2.9325	8.0169	24.588	-0.0035	-0.0033	0.0131
Si	8.0511	8.3012	24.8352	-0.0138	0.0064	-0.0489
Si	1.3461	1.4553	26.0026	-0.0173	0.015	0.0021
Si	6.859	1.2999	26.0738	-0.0073	0.0027	-0.003
Si	3.9627	4.0634	25.9427	-0.0052	0.0105	-0.0142
Si	9.5569	4.1128	26.1246	-0.0233	-0.0022	0.0085
Si	1.3803	6.9106	26.0632	-0.0034	0.0236	-0.0066
Si	6.7334	6.8075	26.0692	0.0107	-0.0092	0.0063
Si	4.1433	9.5848	25.9014	-0.0067	0.0015	0.0072
Si	9.5036	9.5899	26.18	0.0036	-0.0006	0.0002
Si	2.751	0.0254	27.2871	0.0055	-0.0049	-0.0077
Si	8.1562	-0.0063	27.5434	0.0028	0.009	0.0216
Si	0.0028	2.7431	27.4725	0.0058	-0.0012	-0.011
Si	5.4176	2.7314	27.3128	0.0031	-0.0026	0.0084
Si	2.7185	5.4682	27.413	0.0068	0.0058	0.0031
Si	8.1443	5.4793	27.4171	-0.0026	-0.0126	-0.0051
Si	-0.0061	8.2317	27.4398	0.015	0.0027	0.0052
Si	5.422	8.2324	27.4146	-0.0196	-0.0016	0.007
Si	4.0875	1.3667	28.7284	0.0052	-0.0031	0.0053
Si	9.5704	1.3689	28.8304	-0.0093	-0.0023	-0.0025
Si	1.3619	4.1216	28.8082	-0.0031	-0.0095	-0.0025
Si	6.7953	4.0754	28.7453	0.0047	0.0058	0.0052
Si	4.0894	6.839	28.7807	-0.0051	0.0128	-0.0036
Si	9.5512	6.8372	28.7781	-0.0026	0.0011	-0.0002
Si	1.4038	9.6034	28.7397	-0.0122	0.0031	0.0066
Si	6.7796	9.5564	28.8378	0.0071	0.0017	-0.0023
Si	0.0188	-0.007	30.1491	0.0066	-0.0053	0.0014
Si	5.4388	0.0209	30.155	-0.003	0.0053	0.0056
Si	2.7377	2.7329	30.137	-0.0002	0.0008	0.0057
Si	8.1849	2.7455	30.1484	-0.0021	0.0009	0.0002
Si	-0.0129	5.4788	30.1547	0.0019	0.0055	0.0044
Si	5.465	5.4673	30.1381	-0.0004	-0.0093	0.0007
Si	2.7264	8.2134	30.1391	0.0056	0	-0.002
Si	8.195	8.2031	30.1569	0.0012	-0.0021	0.0053
Si	1.3673	1.3673	31.515	0.09	0.0362	0.0051
Si	6.8362	1.3673	31.515	-0.0502	0.0435	-0.0139
Si	4.1018	4.1018	31.515	0.0007	-0.0465	-0.0453
Si	9.5708	4.1018	31.515	-0.1249	0.0687	-0.0097
Si	1.3673	6.8362	31.515	-0.0724	0.1329	-0.0679
Si	6.8362	6.8362	31.515	-0.0018	-0.1002	0.019
Si	4.1018	9.5708	31.515	-0.1197	0.015	0.0107
Si	9.5708	9.5708	31.515	0.0612	-0.0113	-0.0216
Si	2.7345	0	0.6835	0.0372	-0.0461	0.1099
Si	8.2035	0	0.6835	-0.0423	0.0567	-0.097
Si	0	2.7345	0.6835	-0.0431	-0.0225	0.0568
Si	5.469	2.7345	0.6835	0.114	-0.033	0.0045
Si	2.7345	5.469	0.6835	-0.0157	0.1378	-0.143
Si	8.2035	5.469	0.6835	0.0741	-0.0911	0.1046
Si	0	8.2035	0.6835	0.0874	-0.112	-0.0172
Si	5.469	8.2035	0.6835	-0.0155	0.0326	0.0557
Si	4.1223	1.3602	2.0535	0.0025	-0.0011	-0.0024
Si	9.5663	1.3565	2.0521	-0.0015	-0.0021	0.0006
Si	1.3663	4.1232	2.0357	-0.0031	0.0018	-0.0014
Si	6.8482	4.0861	2.0576	0.0011	-0.0031	-0.0014
Si	4.105	6.8291	2.0537	0.002	0.0007	0.0012
Si	9.5785	6.8368	2.0513	0.0021	-0.0008	-0.0024
Si	1.3807	9.5502	2.0504	0.0031	-0.0029	-0.0025
Si	6.8308	9.5887	2.0489	-0.0021	0.0018	-0.0002
Si	-0.0061	-0.0353	3.3866	0.0073	0.0084	0.0048
Si	5.4914	0.0118	3.4664	-0.0051	-0.0003	-0.0072
Si	2.7746	2.7835	3.3612	-0.0047	-0.0125	0.0107
Si	8.1918	2.6973	3.4469	0.0059	0.0077	-0.005
Si	0.0199	5.4804	3.4322	-0.0039	-0.0027	-0.0011
Si	5.4835	5.4638	3.4065	0.0027	0.0018	0.0016
Si	2.7676	8.2069	3.4448	-0.0055	0.0001	-0.0064
Si	8.2083	8.2246	3.3803	0.0005	-0.0069	0.0073
Si	1.3953	1.3862	4.6271	-0.0006	-0.0001	-0.005
Si	6.8475	1.3478	4.903	0.0001	-0.0017	0.0058
Si	4.1573	4.0829	4.7995	0.0012	0.0021	0.0001
Si	9.5786	4.0816	4.7583	-0.0008	-0.0022	0.0015
Si	1.4155	6.8303	4.8165	0.0021	0.0012	0.0023
Si	6.8306	6.8822	4.7281	0.0015	0.0014	-0.0005
Si	4.1377	9.5751	4.8403	0.0018	0.0005	0.0072
Si	9.5586	9.5491	4.7877	-0.0026	-0.0024	-0.0007
Si	2.7478	0.1064	6.0554	-0.0003	0.0044	-0.0033
Si	8.2082	-0.0634	6.2604	0.0004	-0.0029	0.0013
Si	0.0314	2.6679	6.0341	0.002	-0.0014	-0.0029
Si	5.4767	2.7225	6.287	-0.0021	-0.0003	0.0015
Si	2.8165	5.4729	6.1749	0.0007	0.0001	0.0013
Si	8.1782	5.4742	6.0414	0	0.0011	-0.002
Si	0.0139	8.1841	6.1508	-0.0011	-0.0008	0.0009
Si	5.5315	8.2185	6.2239	0.0014	-0.0015	-0.0027
Si	3.8387	1.5667	7.5968	0.0016	-0.0026	-0.0006
Si	9.8422	1.1378	7.444	-0.0005	0.0038	0.002
Si	1.6321	3.7923	7.3044	-0.0034	0.0002	-0.001
Si	6.6538	4.4104	7.4769	0.0008	0.0029	0.0005
Si	4.4105	6.6287	7.5352	0.0009	-0.0005	-0.0009
Si	9.371	6.9438	7.4037	-0.0023	-0.0005	-0.0033
Si	1.1424	9.9147	7.2896	0.0009	-0.0006	0
Si	7.1624	9.2233	7.6598	-0.0014	-0.0002	0.0002
O	8.3148	8.0844	7.9057	0.0022	0.0023	0.003
O	2.72	2.7313	7.9506	0.0025	-0.0018	0.0005
O	9.5574	1.3889	24.2692	-0.006	-0.0067	0.0091
O	4.0178	6.8361	24.1431	0.0011	-0.001	-0.0121
O	0.0312	0.0237	7.9507	-0.0003	-0.0015	0.0001
O	5.5302	5.5069	8.0249	-0.0015	-0.0019	0.0018
O	6.9899	9.4166	24.241	0.0325	-0.0187	0.0459
O	3.869	7.3859	8.921	-0.0002	-0.0005	0.0006
O	0.8048	4.3659	8.5896	0.0013	-0.0003	0.0009
O	9.8176	6.1746	8.8015	0.0007	-0.0005	-0.0001
O	2.1117	9.3786	8.4984	-0.002	0.001	-0.0005
O	7.5057	3.9204	8.8034	-0.001	0.0006	-0.0018
O	4.2748	0.9106	9.0595	-0.0008	0.0005	-0.0004
O	6.7341	9.549	9.2145	0.001	-0.0003	-0.0022
O	9.2146	1.8589	8.7872	0.001	-0.0011	-0.0004
O	7.7122	3.1605	23.5036	0.0108	-0.0038	0.0062
O	10.7128	5.6521	23.3013	0.0676	-0.0772	-0.0128
O	5.6103	0.245	23.1119	0.0158	-0.0137	0.0081
O	5.856	5.0908	23.3483	-0.0032	-0.0007	0.0063
O	3.4109	1.4944	23.5643	0.0147	-0.0494	-0.0076
O	2.2877	8.7041	23.2184	0.0024	-0.0011	0.0038
O	8.7838	7.5232	23.5865	-0.0325	0.0066	0.0156
O	0.2095	10.3158	23.5807	-0.012	0.0139	0.0129
Si	4.5916	1.3456	22.4601	0.0027	-0.0059	-0.0102
Si	3.5017	7.9	14.0146	0.0006	-0.0002	0.0008
Si	7.1258	0.9319	14.6483	0.0007	-0.0015	0.0016
Si	0.9275	9.3287	22.5196	0.0069	-0.0043	-0.0138
Si	1.191	4.2881	11.8688	0.0005	-0.0007	-0.0008
Si	6.2831	8.9312	15.2873	0.0001	-0.0003	0.002
Si	0.6866	1.3481	12.2862	0.0003	-0.0011	0.0001
Si	8.6194	4.9125	20.5214	-0.0016	-0.0147	-0.0116
Si	0.3305	5.704	9.3565	-0.0002	0.0001	0.0002
Si	5.1123	3.088	17.9232	0.0003	-0.0016	0.002
Si	0.8915	3.7153	16.7415	-0.0001	-0.0017	0.0012
Si	10.4035	2.8091	19.222	0.0001	-0.0059	-0.0057
Si	5.2888	1.1647	10.3379	0.0005	-0.0004	0.0006
Si	0.8973	0.1469	19.8374	0.0024	-0.0018	-0.0014
Si	6.6531	9.4435	10.8525	-0.0003	-0.0004	0.0002
Si	9.3568	9.6501	18.3044	-0.0005	-0.0003	0.0009
Si	9.4035	9.2187	12.5498	0.0001	-0.0001	-0.0004
Si	6.5471	3.8269	22.5796	-0.0111	-0.001	-0.0088
Si	2.4474	8.0608	9.3704	0.0001	-0.0013	0.0007
Si	10.6105	7.3409	17.0619	0.0001	-0.0004	0.0015
Si	2.5293	6.2586	16.5639	0.0001	-0.0003	0.0017
Si	10.1921	4.4644	14.1782	0.0003	-0.0004	0.0011
Si	6.1623	9.1399	18.4832	-0.0016	0.0028	0.0021
Si	7.9721	2.5643	9.5721	-0.0004	-0.0023	-0.0001
Si	8.8895	2.1238	12.4397	0.0007	-0.0006	0.0005
Si	5.3578	6.2077	18.0491	-0.0002	0.0001	0.0009
Si	3.9535	0.5097	19.4324	0.0028	-0.0063	-0.0003
Si	4.2867	3.821	12.0341	0	-0.0005	-0.0002
Si	5.5563	6.5785	12.1156	0.0001	-0.0005	-0.0002
Si	8.0264	2.4687	17.212	-0.0016	-0.0016	0.0021
Si	4.3705	2.457	14.9469	0.0001	-0.0011	0.0014
Si	1.5465	1.1899	15.2445	-0.0003	-0.0006	0.0016
Si	1.5825	9.3932	12.0356	0.0001	0.0003	0.0004
Si	8.0688	6.8197	13.8361	0.0001	-0.0007	0.0006
Si	10.3951	9.8061	15.4675	0.0001	0.0003	0.0016
Si	9.9113	6.8776	22.5966	-0.0821	0.0577	-0.0234
Si	8.1335	5.4577	17.4151	0.0003	0.0005	-0.0034
O	6.0557	7.9411	11.274	0	-0.0003	0.0005
O	6.0515	9.1485	16.8672	-0.0005	-0.0005	-0.0006
O	7.6904	1.3411	13.1802	-0.0002	-0.0007	0.0001
O	0.8975	1.729	13.8567	0	-0.0008	-0.0002
O	9.4471	6.2293	16.8732	-0.0003	-0.0009	-0.0003
O	6.7815	6.1698	13.1012	0.0007	-0.0008	0.0002
O	5.1445	4.6243	18.5927	0.0008	-0.0001	0.0005
O	9.24	2.1073	18.2645	0.0014	-0.0008	0.0016
O	2.383	0.0648	19.0815	-0.0027	-0.0006	-0.0004
O	9.4222	10.2014	16.7427	-0.0004	0	-0.0008
O	2.7981	4.4167	11.6952	0	-0.0007	0.0009
O	5.0806	10.2771	19.0365	-0.0003	-0.0013	-0.0031
O	9.438	3.2159	13.4851	0.0002	-0.0004	0.0005
O	0.4694	1.7372	19.9538	0.0018	-0.0025	0.0019
O	3.1593	1.3445	15.0459	0.0003	-0.0002	0
O	8.1899	5.3745	19.0317	-0.0044	0.0062	-0.0112
O	3.9141	6.5643	17.3703	0.0004	-0.0006	-0.0002
O	4.5953	3.2575	16.3652	0.0002	-0.0002	-0.0005
O	9.0793	5.6414	14.2977	-0.0002	-0.0008	0
O	5.3959	2.7478	22.19	0.0083	0.016	-0.0034
O	10.6888	4.1231	15.6747	0.0005	-0.001	-0.0009
O	0.3392	3.8351	18.2744	0.0018	0.0027	-0.0008
O	10.4407	10.4957	19.1914	0	-0.0005	0.0006
O	9.6567	9.9941	14.0088	-0.0001	-0.0008	-0.0001
O	10.9053	8.0758	22.1117	0.0313	0.0546	-0.0239
O	1.198	2.1315	16.5222	-0.0001	-0.0005	-0.0003
O	9.7162	3.7011	20.4076	0.0002	0.0021	0.0109
O	8.1645	4.0018	16.696	0	0.002	-0.0016
O	-0.0285	9.0833	11.8841	0.0002	-0.0007	0.0008
O	6.596	2.3829	17.9952	0.0001	0.0002	-0.001
O	5.5903	10.7006	11.1862	0.0002	-0.0001	0.0005
O	7.7685	9.5556	18.8205	0.001	-0.0011	-0.0003
O	10.0386	1.0049	12.0438	-0.0004	-0.0006	0.0008
O	1.3244	6.9431	9.0587	0.0003	-0.0007	0.0005
O	0.6392	4.7405	13.3407	-0.0002	-0.0002	0.0002
O	5.726	7.584	18.964	-0.0001	-0.0025	-0.0006
O	5.2443	5.0646	11.495	0	-0.0006	0.0004
O	2.7318	6.949	15.1002	-0.0002	-0.0011	-0.0003
O	0.9236	2.7231	11.4534	0	-0.0002	0.0007
O	0.8731	10.6587	15.5285	0.0003	-0.0007	-0.0008
O	2.4228	8.5717	10.9059	0.001	-0.001	-0.0008
O	4.7044	2.4119	11.2594	0.0002	-0.0007	0.0001
O	4.2647	3.4916	13.6637	0	-0.0003	0.0001
O	2.2122	4.6494	16.4856	0.0002	-0.0008	-0.0005
O	10.7218	8.2195	15.6796	0.0003	-0.0013	-0.0003
O	6.9421	10.2638	14.6475	0.0004	-0.0005	-0.0011
O	2.3496	8.9231	13.4166	-0.0001	-0.0008	0
O	8.0374	1.4985	15.8923	0.0008	-0.0006	-0.0007
O	4.1424	6.9687	12.8391	-0.0001	-0.0005	0.0001
O	4.1839	1.9708	18.692	0.0003	0.0028	-0.0015
O	7.261	4.3737	21.2345	-0.0055	-0.0027	0.0069
O	8.4169	2.9128	11.0968	-0.0001	-0.0004	-0.0007
O	1.2003	6.8381	17.3432	0.0002	-0.0007	-0.0003
O	5.6572	1.5417	14.7351	-0.0003	-0.0001	-0.0007
O	8.1402	9.7336	11.5747	-0.0003	-0.0004	0.0004
O	9.2042	6.2212	21.2875	-0.0021	0.0099	0.0082
O	8.9789	7.6836	12.8251	0.0003	-0.0007	0.0002
O	1.6643	0.1001	11.8768	0.0001	-0.0004	0.0008
O	6.6677	6.1104	17.0513	0.0005	-0.0009	-0.0003
O	7.4106	7.7693	15.0038	0.0002	0.0001	-0.0005
O	1.1976	10.259	21.2167	0.0015	-0.0009	-0.0041
O	10.0592	8.1768	18.3402	-0.0002	-0.0012	0.0007
O	4.0585	0.7657	21.0386	-0.005	0.0005	-0.0109
O	0.3459	5.3163	10.9225	-0.0005	-0.0002	-0.0001
O	6.7055	1.5567	9.6291	0.0005	-0.0004	0.0005
O	4.7898	8.681	14.6596	0.0002	-0.0004	-0.0004

Results
free energy: -143605.790 eV
free energy less fixed offsets of As -4856.12, O -568.88, Si -635.61 eV per atom: 1.680 eV

The program warned: the cutoff lies below the one the program advises for these potential files; the forces do not sum to zero within the program's tolerance; the exchange-correlation potential is rough where the density is thin.
